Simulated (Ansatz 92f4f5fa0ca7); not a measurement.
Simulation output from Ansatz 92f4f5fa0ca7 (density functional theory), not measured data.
Periodic cell of 189 atoms, Si117O72, from a study of silicon, its oxide and their interface. The atomic structure is a simulated model.

Settings
functional: PBE
potential files: Ansatz PAW
basis: plane waves
wave-function cutoff: 700 eV
density cutoff ratio: 5
exchange-correlation grid ratio: 2
k mesh: 2 x 2 x 1, shifted by 0.5 0.5 0.5 of a step
self-consistency stop: 5e-08 eV per atom in the density residual
occupations: Fermi-Dirac, 0.05 eV
spin: none
net charge: 0

Cell vectors (angstrom)
a  11.5983  0  0
b  0  11.5983  0
c  4.4449  3.9731  25.9422

Atoms and the computed forces on them: element, x, y, z (angstrom), force x, y, z (eV/angstrom)
Si  2.5553  9.5519  0.287  -0.1173  -0.06  -0.4308
Si  2.4627  1.0327  0.0001  0.09  -0.2044  -0.3936
Si  2.7209  6.4537  -0.1857  0.2092  0.0879  -0.224
Si  6.3134  10.4761  -0.5593  -0.3819  0.1402  0.0913
Si  6.4239  1.9082  0.3063  -0.0386  0.2905  -0.4199
Si  6.3588  5.035  -0.3036  -0.1465  -0.1706  -0.1361
Si  10.3321  -2.1162  0.3245  0.1699  -0.0799  -0.2531
Si  10.0584  0.8802  -0.1617  0.0663  0.0757  -0.2657
Si  10.5795  6.4819  -0.4289  -0.0385  0.2698  -0.0012
Si  4.6593  -1.9308  1.2443  0.1025  0.0904  -0.3621
Si  4.3575  1.7582  1.3562  -0.1723  -0.0891  -0.2203
Si  4.5802  5.7285  1.1793  -0.104  0.0286  -0.1402
Si  8.1437  -2.0023  1.1435  0.1462  0.1224  -0.2744
Si  8.4335  1.7099  1.4045  0.0901  -0.0894  -0.1345
Si  8.4619  5.7092  0.7755  0.0089  0.0494  -0.1797
Si  12.2543  -2.0922  1.6413  -0.0827  -0.0559  -0.2181
Si  12.0697  1.6475  1.0767  -0.0814  -0.0961  -0.1263
Si  12.3344  5.8289  1.0476  0.1097  0.0811  -0.1593
Si  4.5179  -0.1137  2.7256  0.0503  0.147  0.2636
Si  4.3995  3.7919  2.5432  -0.0944  0.0458  0.1143
Si  4.6721  7.6435  2.5583  0.0683  -0.1039  0.099
Si  8.3058  -0.1952  2.7129  -0.1546  0.0081  0.1286
Si  8.4975  3.8411  2.3995  -0.0031  0.1092  0.0305
Si  8.2786  7.5423  2.4109  -0.0034  -0.087  -0.1623
Si  12.1825  -0.0532  2.7385  -0.0694  0.0714  0.2825
Si  12.2284  3.7414  2.3195  0.0267  0.0165  -0.0883
Si  12.2912  7.4861  2.73  0.039  -0.0707  0.3128
Si  2.5613  -0.0909  4.0561  0.006  0.0907  -0.0314
Si  2.4783  3.7545  3.868  0.1363  0.0233  0.0057
Si  2.6931  7.5698  3.9815  -0.0546  -0.0469  -0.097
Si  6.4183  -0.08  4.0957  -0.0403  -0.1088  0.0305
Si  6.4637  3.7699  3.7844  0.0352  -0.0259  -0.2132
Si  6.5119  7.5448  3.993  -0.1219  0.0403  -0.011
Si  10.2442  -0.1268  4.0628  0.1577  -0.0029  -0.0278
Si  10.3682  3.7855  3.8173  -0.1235  0.0647  -0.0049
Si  10.2323  7.5444  3.9003  0.0682  -0.0172  -0.0923
Si  2.5968  9.5188  5.3223  -0.034  -0.0083  -0.04
Si  2.5588  1.905  5.3468  0.0013  -0.0258  0.0125
Si  2.5991  5.6065  5.3303  0.0352  0.0052  0.0316
Si  6.4366  9.512  5.3225  0.0701  -0.0013  -0.0003
Si  6.4332  1.946  5.32  0.0122  -0.0009  -0.0006
Si  6.457  5.5715  5.3137  -0.047  -0.0025  -0.0223
Si  10.2846  9.4757  5.2889  -0.0054  0.026  0.0084
Si  10.2777  1.9112  5.2959  -0.0337  0.0552  -0.0152
Si  10.3003  5.6158  5.2996  -0.0154  -0.058  0.0186
Si  4.517  9.5187  6.697  -0.0603  -0.0196  0.0463
Si  4.5036  1.9471  6.7254  0.0169  0.0086  -0.0026
Si  4.5317  5.5582  6.7246  -0.0168  -0.0074  -0.0316
Si  8.3636  9.5249  6.6458  -0.0241  0.002  -0.0343
Si  8.3572  1.9429  6.6948  0.0402  -0.0107  -0.0047
Si  8.3781  5.5552  6.696  0.0304  0.0071  -0.0414
Si  12.2359  9.5055  6.6209  0.0229  -0.0778  -0.0369
Si  12.2066  1.915  6.6939  0.0032  -0.0904  -0.0045
Si  12.2429  5.5965  6.6807  -0.0476  0.1778  0.0113
Si  4.4921  -0.0636  7.9611  0.0204  0.0876  -0.0082
Si  4.4957  3.7574  8.3147  -0.0115  -0.0286  0.0998
Si  4.5534  7.5334  8.0048  -0.0605  -0.1663  -0.0055
Si  8.3259  -0.0752  7.899  0.0213  0.079  0.0296
Si  8.3607  3.7471  8.2641  -0.0533  -0.0125  0.0886
Si  8.385  7.5538  7.9187  -0.0383  -0.0519  0.0433
Si  12.1842  -0.1024  7.8952  0.031  0.1556  0.0465
Si  12.2333  3.7581  8.241  0.0209  -0.033  0.0352
Si  12.2767  7.563  7.9414  0.0199  -0.0824  0.0785
Si  2.5047  -0.0286  9.2481  -0.0863  0.1527  -0.227
Si  2.5274  3.7541  9.7651  0.0618  -0.0003  -0.0546
Si  2.5942  7.4795  9.3156  -0.0112  -0.2164  -0.1582
Si  6.4335  -0.0467  9.3037  0.0493  0.1297  -0.2116
Si  6.4477  3.759  9.7469  -0.0068  -0.0102  0.0823
Si  6.5173  7.5414  9.3342  0.0619  -0.1418  -0.1992
Si  10.2443  -0.1001  9.2308  -0.0541  0.1337  -0.2439
Si  10.3019  3.7334  9.6737  0.0007  0.0003  0.0899
Si  10.3228  7.5665  9.2244  -0.0113  -0.0986  -0.2547
Si  2.607  9.5416  10.3282  -0.0259  0.0138  0.1541
Si  2.3705  1.6264  10.9746  -0.0006  -0.0852  0.2857
Si  2.5893  5.8361  11.0885  -0.095  0.179  0.1982
Si  6.5109  9.5563  10.4857  -0.0256  0.001  0.2115
Si  6.3566  1.6383  10.9757  0.0861  -0.1077  0.2234
Si  6.5739  5.8664  11.0204  0.0766  0.0982  0.1888
Si  10.2707  9.5271  10.4398  0.0462  0.0062  0.1818
Si  10.1695  1.5833  10.8623  0.0139  -0.0654  0.1907
Si  10.3675  5.8817  10.8292  0.0638  -0.0409  0.2019
Si  4.5041  9.642  11.6495  -0.0462  0.0286  0.576
Si  4.3465  1.0605  12.1909  0.0849  -0.3567  0.3655
Si  4.6256  6.6092  12.1831  0.0345  0.2793  0.3075
Si  8.4159  9.5139  11.849  -0.0573  -0.0343  0.4918
Si  8.3018  1.0275  12.2901  -0.0914  -0.0695  -0.0633
Si  8.6194  6.4071  12.3315  -0.0438  0.1566  0.0167
Si  0.683  9.4811  11.5936  0.1313  -0.0744  0.4377
Si  0.3499  0.8439  12.2547  0.1084  -0.2842  0.0676
Si  0.5583  6.4988  12.3223  0.0768  0.3603  0.2096
Si  3.3669  1.3945  17.445  -0.0123  -0.1824  0.1009
Si  6.0006  9.4692  18.5739  0.0321  -0.0004  -0.0617
Si  3.3343  2.5997  14.7032  0.159  0.0552  0.1072
Si  9.4985  3.4848  22.6115  -0.1848  0.0319  -0.1896
Si  5.355  6.4947  21.8149  -0.1179  -0.1424  -0.0972
Si  4.4464  7.0133  19.1278  -0.0065  -0.0796  0.0389
Si  7.7629  1.7973  20.9238  -0.0758  -0.0298  -0.1174
Si  7.803  2.1642  15.1715  -0.112  0.1055  0.3745
Si  10.1981  10.7219  18.3553  -0.0454  -0.0135  0.0078
Si  7.9189  6.113  23.3169  -0.0266  -0.0263  -0.2935
Si  2.8814  6.1577  23.1824  0.05  0.0069  -0.2603
Si  11.9151  1.7047  17.8979  0.0765  -0.0752  0.1474
Si  3.2985  10.0857  17.7269  0.0099  -0.0171  -0.0161
Si  10.5164  5.1268  14.4677  -0.0617  0.0572  0.0078
Si  15.6487  5.5155  14.9305  -0.0255  -0.0346  0.4088
Si  10.0073  3.281  19.6388  -0.0972  -0.032  -0.0583
Si  2.7621  7.3004  16.873  0.1705  0.0284  0.1029
Si  9.076  4.3952  16.9122  -0.2006  0.0674  0.1754
Si  8.1791  10.4116  20.7088  -0.1181  0.2338  -0.2609
Si  2.0696  7.9141  20.9335  -0.0145  -0.0649  -0.1262
Si  11.7821  2.2618  14.7894  0.0103  0.0323  0.2835
Si  3.6833  8.7647  23.0152  0.0471  -0.0331  -0.1035
Si  5.9466  2.045  18.7518  -0.007  0.0979  0.0763
Si  6.3156  4.2306  16.4878  0.0745  -0.0854  0.214
Si  0.7624  8.7013  18.4891  0.0612  0.0674  0.0268
Si  8.7704  9.0799  23.4922  -0.1145  0.0758  0.0587
Si  7.5052  -0.1508  17.0636  -0.0607  -0.0231  0.1953
O  11.4548  2.0274  16.3678  0.0432  0.0718  -0.2915
O  10.464  8.1371  -0.6642  -0.1637  -0.3127  0.3439
O  9.0776  11.0734  17.2366  0.0162  0.0128  -0.0288
O  7.6415  5.1651  16.7242  0.0353  -0.1316  -0.0918
O  6.4767  12.1255  -0.6143  0.0218  -0.5326  -0.0214
O  6.5273  3.1933  15.224  0.0154  -0.0223  -0.0955
O  8.9863  4.904  23.2001  0.0712  0.0927  0.0918
O  11.405  2.7874  18.9934  0.0124  -0.0356  -0.0421
O  6.9372  6.2231  22.0129  0.1471  -0.0103  0.1656
O  0.6919  8.1496  12.5844  -0.0311  -0.4011  -0.4149
O  5.0727  5.182  16.1453  -0.1046  0.065  -0.0998
O  4.3484  5.5649  22.7221  -0.0569  0.1019  0.0503
O  7.623  11.8252  21.2855  0.0727  -0.0789  0.0157
O  10.9019  9.2725  18.0609  0.0442  -0.0173  0.0125
O  1.2298  7.5482  17.4084  0.0031  0.0067  0.0334
O  8.8658  2.8811  16.2337  0.0484  -0.0842  -0.1638
O  4.5518  10.2062  18.779  -0.0211  -0.0399  -0.0375
O  9.5091  10.6591  19.8157  -0.0018  -0.0394  0.0687
O  16.5316  6.0741  13.7116  -0.0223  -0.0212  -0.2727
O  1.8598  9.9272  18.4784  -0.0328  -0.0358  -0.0189
O  8.1525  2.6102  22.27  0.1792  0.0575  0.122
O  4.4398  11.016  12.6082  -0.013  0.3861  -0.574
O  8.5122  8.0626  12.749  -0.0539  -0.1642  -0.4108
O  9.4131  4.334  18.5172  0.0541  -0.0262  -0.0305
O  6.1223  3.3977  17.8773  -0.0016  0.0554  -0.0795
O  8.3687  -0.6205  12.7134  0.0623  0.2254  -0.2919
O  2.2202  5.1848  24.2734  0.1043  -0.0125  0.3173
O  4.2965  1.7999  13.6752  -0.0561  -0.0174  -0.2878
O  2.4633  -0.5778  -0.5567  0.1242  0.2555  0.4874
O  6.9262  0.8336  18.2419  0.0515  -0.0651  -0.1226
O  7.3657  0.6627  15.666  0.0186  0.0481  -0.1274
O  3.4802  8.7812  16.7475  -0.0664  -0.0348  0.0489
O  10.2203  5.2316  16.087  0.0898  0.0103  -0.2522
O  6.347  2.339  20.3065  0.1147  -0.0362  -0.051
O  5.7508  5.5985  -1.7746  0.1796  -0.0605  0.2397
O  4.3982  1.5734  18.685  -0.0799  -0.0315  -0.0878
O  11.717  6.0631  13.88  0.1468  -0.0178  -0.264
O  5.6846  7.8722  18.4927  -0.0195  0.0293  0.0028
O  0.7477  10.8442  12.5218  -0.2044  0.4301  -0.276
O  4.4828  8.2486  12.5565  0.0079  -0.4284  -0.4507
O  14.4858  6.5542  15.4405  0.0356  -0.1162  -0.1058
O  3.5714  6.3306  17.9389  -0.04  0.0859  -0.0415
O  8.769  7.4629  23.5253  0.0328  -0.0162  0.0048
O  6.9146  5.9202  24.5749  -0.0009  -0.0683  0.1774
O  3.3181  7.9144  19.8844  -0.0793  0.0414  0.0487
O  9.1071  5.4875  13.6658  -0.1802  0.2258  -0.1747
O  4.9675  8.081  22.1924  -0.0617  0.118  0.0937
O  3.3081  -0.1353  16.8599  0.013  0.0805  0.0624
O  6.9992  9.7069  19.831  0.115  0.018  0.123
O  11.1203  6.0472  -1.9587  -0.1113  0.0885  0.2716
O  7.4683  9.6633  24.3116  -0.0413  0.0522  0.067
O  12.3145  8.124  20.0412  0.0836  0.0157  -0.0064
O  13.3896  2.1658  14.5794  -0.0832  -0.0366  -0.02
O  14.9064  4.1852  14.3921  -0.0109  -0.0012  -0.1124
O  3.8554  2.3471  16.227  -0.0582  0.0842  -0.2059
O  8.6406  9.4949  21.9407  0.0695  -0.1112  0.2103
O  11.353  11.8511  18.3264  0.0157  0.0049  -0.0345
O  6.5022  3.3706  -0.5395  -0.024  0.083  0.4882
O  8.9501  2.0415  19.8057  -0.0072  0.0465  0.0417
O  1.9197  1.7984  18.0178  -0.0002  0.0227  -0.0346
O  3.1282  7.5697  23.9968  0.0008  -0.03  -0.0207
O  10.3706  2.633  23.7357  0.2069  -0.081  0.5289
O  11.0749  3.6129  14.2288  -0.0109  -0.0699  -0.0412
O  2.4589  9.136  21.9673  0.0996  -0.0994  0.0889
O  10.2675  3.8222  21.1719  -0.034  -0.0388  0.1969
O  13.5893  6.5215  21.8297  0.0544  -0.0071  0.1315
O  -0.3121  1.1045  13.7714  0.0396  0.0577  -0.2457
O  2.5865  8.0975  -0.5947  0.0556  -0.1399  0.474
O  6.668  10.0386  17.1774  0.0228  0.0813  0.0377
O  10.5203  -0.6855  -0.5035  -0.2972  0.227  0.2264
O  5.0796  6.0405  20.2574  -0.0053  0.1228  0.0819
O  8.3416  1.9951  13.6501  0.0653  -0.2759  -0.23

Results
free energy: -115332.584 eV
free energy less fixed offsets of O -569.03, Si -635.61 eV per atom: 3.946 eV
pressure: -0.18 GPa
stress xx, yy, zz, yz, xz, xy (GPa, positive in tension): -0.61, 0.75, 0.4, -0.06, 0, -0.42

The program warned: the cutoff lies below the one the program advises for these potential files.
